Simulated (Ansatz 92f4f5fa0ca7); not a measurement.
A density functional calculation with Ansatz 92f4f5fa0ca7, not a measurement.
Periodic cell of 300 atoms, Si196O104, from a study of silicon, its oxide and their interface. The atomic structure is a simulated model.
This geometry differs little from another in the collection (a relaxation step or a small displacement).

Settings: functional PBE; potential files Ansatz PAW; basis plane waves; wave-function cutoff 700 eV; density cutoff ratio 5; exchange-correlation grid ratio 1; k mesh 2 x 2 x 1, shifted by 0.5 0.5 0.5 of a step; self-consistency stop 5e-08 eV per atom in the density residual; occupations fixed; spin none; net charge 0.

Cell vectors (angstrom)
a	11.6015	0	0
b	0	10.938	0
c	0	0	41.5369

Atoms: element, x, y, z (angstrom)
Si	0	0	0.9665
Si	3.8672	0	0.9665
Si	7.7343	0	0.9665
Si	1.9336	1.3673	0.9665
Si	5.8008	1.3673	0.9665
Si	9.6679	1.3673	0.9665
Si	0	5.469	0.9665
Si	3.8672	5.469	0.9665
Si	7.7343	5.469	0.9665
Si	1.9336	6.8362	0.9665
Si	5.8008	6.8362	0.9665
Si	9.6679	6.8362	0.9665
Si	1.9336	2.7345	40.5698
Si	5.8008	2.7345	40.5698
Si	9.6679	2.7345	40.5698
Si	0	4.1018	40.5698
Si	3.8672	4.1018	40.5698
Si	7.7343	4.1018	40.5698
Si	1.9336	8.2035	40.5698
Si	5.8008	8.2035	40.5698
Si	9.6679	8.2035	40.5698
Si	0	9.5708	40.5698
Si	3.8672	9.5708	40.5698
Si	7.7343	9.5708	40.5698
Si	0	0	4.8337
Si	3.8672	0	4.8337
Si	7.7343	0	4.8337
Si	1.9336	1.3673	4.8337
Si	5.8008	1.3673	4.8337
Si	9.6679	1.3673	4.8337
Si	0	5.469	4.8337
Si	3.8672	5.469	4.8337
Si	7.7343	5.469	4.8337
Si	1.9336	6.8362	4.8337
Si	5.8008	6.8362	4.8337
Si	9.6679	6.8362	4.8337
Si	1.9336	2.7345	2.9001
Si	5.8008	2.7345	2.9001
Si	9.6679	2.7345	2.9001
Si	0	4.1018	2.9001
Si	3.8672	4.1018	2.9001
Si	7.7343	4.1018	2.9001
Si	1.9336	8.2035	2.9001
Si	5.8008	8.2035	2.9001
Si	9.6679	8.2035	2.9001
Si	0	9.5708	2.9001
Si	3.8672	9.5708	2.9001
Si	7.7343	9.5708	2.9001
Si	-1.982	1.2041	30.7904
Si	5.8915	1.5526	30.8981
Si	11.7296	0.1797	30.8601
Si	2.1201	1.4986	30.7779
Si	4.0633	0.1052	30.8297
Si	7.6353	-0.0363	31.0186
Si	-0.3912	5.6084	31.3317
Si	5.7261	7.0083	30.9801
Si	7.574	5.6008	30.7113
Si	1.4165	6.9733	30.7588
Si	4.0194	5.4296	30.9869
Si	10.7938	4.5595	28.48
Si	2.0129	2.7491	32.8172
Si	5.9012	2.9273	32.8125
Si	9.6475	2.7161	32.7132
Si	0.011	4.0299	32.9788
Si	3.883	4.1709	32.959
Si	7.8712	4.2947	32.7512
Si	1.9797	8.2291	32.7445
Si	5.8264	8.276	32.9207
Si	9.868	8.0867	32.8995
Si	0.0868	9.6416	32.7759
Si	3.9049	9.6458	32.7719
Si	7.8497	9.4704	32.8682
Si	0.0134	0.0316	34.7393
Si	3.9057	0.0489	34.7225
Si	7.796	-0.0221	34.7544
Si	1.9616	1.3833	34.7472
Si	5.8741	1.405	34.6782
Si	9.6744	1.3937	34.7049
Si	0.0382	5.4528	34.8586
Si	3.876	5.5232	34.8489
Si	7.7961	5.5243	34.7671
Si	1.9415	6.8761	34.7327
Si	5.8276	6.8492	34.7978
Si	9.736	6.8676	34.8966
Si	1.9588	2.7264	36.7023
Si	5.835	2.7228	36.6727
Si	9.6818	2.7315	36.6788
Si	0.0284	4.0811	36.7487
Si	3.8906	4.0946	36.7206
Si	7.756	4.1153	36.6819
Si	1.9484	8.2271	36.6835
Si	5.8157	8.2207	36.7148
Si	9.6927	8.2565	36.7648
Si	0.0239	9.6083	36.6895
Si	3.8903	9.6033	36.6721
Si	7.743	9.5906	36.7103
Si	0	0	38.6362
Si	3.8672	0	38.6362
Si	7.7343	0	38.6362
Si	1.9336	1.3673	38.6362
Si	5.8008	1.3673	38.6362
Si	9.6679	1.3673	38.6362
Si	0	5.469	38.6362
Si	3.8672	5.469	38.6362
Si	7.7343	5.469	38.6362
Si	1.9336	6.8362	38.6362
Si	5.8008	6.8362	38.6362
Si	9.6679	6.8362	38.6362
Si	1.9328	2.7411	6.7944
Si	5.7869	2.7234	6.7926
Si	9.6577	2.7003	6.8341
Si	-0.0139	4.0912	6.7893
Si	3.8459	4.1153	6.8644
Si	7.7392	4.0645	6.736
Si	1.8896	8.1822	6.7614
Si	5.7281	8.2256	6.6976
Si	9.6257	8.1687	6.7552
Si	-0.0362	9.5216	6.6828
Si	3.7908	9.587	6.7657
Si	7.7017	9.5093	6.6842
Si	0.0176	0.0001	8.5132
Si	3.8299	0.0106	8.7006
Si	7.7373	-0.1819	8.6325
Si	1.8657	1.433	8.7642
Si	5.8108	1.2692	8.6669
Si	9.6254	1.2431	8.7532
Si	-0.0744	5.4435	8.7349
Si	3.7754	5.5211	8.8434
Si	7.6749	5.4111	8.6442
Si	1.8596	6.8769	8.734
Si	5.7627	6.7986	8.5318
Si	9.6282	6.8201	8.6988
Si	1.2627	2.4311	10.9158
Si	5.9744	2.1623	10.8487
Si	9.1992	3.7244	11.8359
Si	-0.2603	4.4202	10.886
Si	3.1729	3.1533	12.1235
Si	7.1984	4.2636	10.6718
Si	2.0388	8.2967	10.6546
Si	5.9271	8.0221	10.4975
Si	10.0014	8.1307	10.6503
Si	0.1505	9.6755	10.4486
Si	4.0581	9.485	10.5407
Si	7.8406	9.3691	10.5976
Si	1.2497	0.121	14.6101
Si	4.2082	-0.6326	13.5077
Si	7.4659	0.4574	11.7277
Si	-0.0543	0.6221	11.8114
Si	6.8748	0.7445	13.9239
Si	9.4679	1.5223	11.1593
Si	-0.3556	6.4807	12.1225
Si	3.5842	5.2863	11.2996
Si	5.8467	5.9579	11.6468
Si	2.0658	6.7467	12.4886
Si	6.7368	6.0807	14.7342
Si	9.6712	6.7837	14.824
O	7.1499	4.6229	15.3426
O	5.3158	6.6463	15.3262
O	7.9285	11.0757	15.0384
O	2.7514	10.737	14.0682
O	9.0139	3.7638	13.5202
O	2.7043	3.226	13.7289
O	1.2519	1.6034	15.3306
O	10.3701	8.223	15.1413
O	12.4592	9.7711	15.5394
O	10.2679	5.6103	15.8126
O	5.3308	0.2925	14.2206
O	2.8382	6.9365	13.9917
O	10.6141	4.5938	30.1238
O	0.153	-0.5663	29.375
O	2.6477	6.0004	30.2705
O	7.2286	9.9661	29.6918
O	5.6229	7.8427	29.5405
O	-0.7371	1.2843	26.9443
O	9.4454	1.6293	29.193
O	7.2484	4.3646	29.6651
O	5.9071	2.2	29.3133
O	2.2911	2.5688	29.5071
O	-1.4799	6.7728	31.8699
O	10.0023	8.485	28.7759
Si	11.6755	5.138	19.6175
Si	4.0751	7.6227	14.8453
Si	9.5744	2.0113	27.6242
Si	9.9203	3.8671	21.8009
Si	9.664	9.613	20.8612
Si	0.1837	5.4858	16.438
Si	12.2122	3.9779	24.0456
Si	1.9015	11.1768	18.8845
Si	8.4598	7.1532	25.6343
Si	4.5751	7.3582	20.1321
Si	11.6276	8.4982	16.1471
Si	6.012	10.9249	21.3172
Si	1.2017	9.3121	25.7907
Si	2.9136	8.1736	22.5663
Si	6.4352	9.3956	25.8429
Si	11.3363	6.9362	24.3924
Si	7.9675	3.3509	14.7214
Si	3.8209	7.8321	25.4227
Si	3.8721	9.1112	17.587
Si	3.6333	2.5706	17.8139
Si	2.8874	0.0802	21.8807
Si	-0.0174	8.9176	28.6942
Si	7.5571	5.5516	23.1744
Si	13.6163	3.1637	28.0144
Si	5.8361	3.8253	29.0693
Si	8.4792	11.8777	16.3635
Si	4.3499	4.9707	26.6853
Si	3.19	4.5013	20.048
Si	5.9182	0.3994	18.1309
Si	7.1112	8.0551	21.3216
Si	5.8569	9.3716	29.022
Si	7.5243	12.279	25.3292
Si	5.5485	3.5266	24.233
Si	3.0873	13.8057	22.6751
Si	2.0466	3.0514	15.2286
Si	8.5393	1.1319	22.4629
Si	0.6201	1.4321	26.0533
Si	9.3116	7.0361	28.4667
Si	0.0735	7.5339	21.4875
Si	10.6003	10.4486	18.1225
O	6.1184	9.364	27.4321
O	3.5328	8.3268	16.2052
O	11.987	2.6738	25.0075
O	3.7583	3.9693	18.6219
O	6.5141	9.4739	21.8613
O	6.6027	10.9381	25.3639
O	2.5843	9.7526	22.8666
O	6.3761	4.4314	23.1561
O	11.9727	9.0085	27.1397
O	8.606	12.1982	24.0954
O	8.2777	1.5551	26.7581
O	6.9737	12.0515	21.9936
O	10.0396	7.2099	25.3119
O	7.3758	0.7463	17.5341
O	9.7221	3.6449	27.6548
O	9.8821	11.2706	16.9101
O	12.4017	7.0356	16.3288
O	3.3098	7.3616	23.9282
O	4.1139	8.1726	21.4663
O	11.1629	9.0492	21.1755
O	4.0244	5.8572	20.3173
O	2.1306	3.9317	23.455
O	4.6785	4.5018	25.1812
O	4.0275	6.5811	26.4846
O	9.2532	2.3904	21.7336
O	3.2907	2.9552	16.2736
O	8.7047	2.5138	15.931
O	10.9104	6.9444	22.8098
O	2.6045	10.0812	17.9072
O	3.9917	8.0085	18.7693
O	12.2656	4.0529	28.0873
O	1.0784	4.3421	15.6353
O	5.2242	10.0243	17.428
O	11.4008	6.6561	20.1484
O	12.5808	-0.0373	25.4009
O	4.5434	4.2815	29.9398
O	2.2876	1.447	22.5349
O	5.0118	1.725	17.8851
O	6.5556	2.6199	25.1127
O	1.8614	1.8718	27.0229
O	9.5931	10.3061	19.3883
O	11.9136	11.2577	18.6148
O	8.2446	6.945	27.241
O	2.2053	10.7639	20.4255
O	1.6572	7.4704	21.8215
O	5.1982	8.6381	25.1205
O	6.2078	7.4704	20.0843
O	5.646	4.5116	27.5951
O	11.9943	5.4607	24.7488
O	2.7672	8.9218	26.0449
O	1.5778	4.7038	20.0561
O	3.5225	3.4288	21.215
O	7.0819	6.9467	22.5004
O	7.78	8.6066	25.3474
O	9.2939	10.7004	22.0089
O	11.1644	3.8386	22.8287
O	2.4488	1.7257	18.5412
O	4.4873	0.2848	21.7323
O	7.8518	5.9176	24.7512
O	11.0554	8.9643	17.6039
O	6.1155	0.0512	19.6998
O	4.4657	2.5863	23.4832
O	10.5195	4.2041	20.3106
O	0.0077	5.0463	17.9952
O	8.6428	8.3365	20.8489
O	8.8175	4.9477	22.3344
O	12.2823	8.2516	24.6463
O	3.1017	4.178	27.3642
O	4.6469	-2.1718	13.8335
O	4.186	-0.4744	11.8903
O	4.5832	2.3253	11.7948
O	-1.5024	6.3445	13.3156
O	8.0624	7.0109	14.9992
O	-1.0182	6.0982	28.0261
O	4.4897	-0.7347	29.4291
O	6.5106	-4.9419	13.1443
O	11.7572	11.1738	13.4108
O	6.8168	2.3803	14.09
O	8.5624	6.5738	29.8218
O	1.0072	-3.0202	29.48

Results
free energy: -183768.445 eV
free energy less fixed offsets of O -569.03, Si -635.61 eV per atom: -9.765 eV

Forces (eV/angstrom), in the order of the atoms: element, x, y, z
Si	0.0105	-0.0372	-0.0121
Si	-0.0038	0.0094	-0.0031
Si	0.0008	-0.0318	-0.0073
Si	-0.0048	-0.0183	-0.0013
Si	0.0059	-0.0129	-0.0074
Si	-0.0083	-0.0486	-0.0003
Si	-0.0099	-0.0177	0.0093
Si	0.0055	0.0339	0.009
Si	-0.0019	-0.0058	-0.012
Si	-0.001	-0.0181	0.0134
Si	0.0045	0.0391	-0.0013
Si	-0.0003	0.0245	0.0142
Si	0.0146	0.0219	-0.0153
Si	-0.0026	0.0311	-0.0288
Si	0.0048	0.0474	-0.0193
Si	0.008	0.0596	0.0403
Si	-0.0022	0.0183	0.0374
Si	0.0093	0.002	0.0006
Si	0.0091	0.0147	-0.0067
Si	0.0011	-0.034	0.0063
Si	0.0032	-0.0594	0.0394
Si	-0.011	-0.0001	-0.0234
Si	0.0185	-0.0276	-0.0188
Si	0.0087	0.0125	-0.0089
Si	-0.0718	0.0088	-0.3847
Si	-0.1105	0.0519	-0.0751
Si	-0.0024	0.0576	-0.2457
Si	0.0477	0.0352	0.1988
Si	-0.0725	0.058	0.1118
Si	0.0303	-0.0618	0.3331
Si	-0.058	-0.0992	0.1156
Si	0.0333	-0.0574	0.4541
Si	0.0584	-0.0466	-0.0328
Si	0.0062	-0.1415	-0.0504
Si	-0.1665	-0.0817	-0.3572
Si	0.0014	-0.1946	-0.1531
Si	-0.0307	0.0253	0.0142
Si	-0.0043	-0.0078	-0.0055
Si	-0.0023	0.0797	0.0461
Si	0.0127	0.0058	0.0245
Si	-0.0077	-0.0994	0.0754
Si	-0.0317	0.0352	-0.0172
Si	-0.0197	0.019	-0.0137
Si	0.0151	-0.0729	-0.0532
Si	-0.0006	0.0019	0.0091
Si	0.0038	0.0764	-0.0506
Si	0.0026	-0.022	0.0163
Si	-0.0195	0.0576	-0.0444
Si	-0.0055	-0.0082	0.0028
Si	-0.0042	0.0027	-0.011
Si	-0.0083	0.0015	-0.0059
Si	-0.0001	-0.015	0.0014
Si	-0.0193	0.0162	-0.0035
Si	0.0265	0.0083	-0.0112
Si	-0.0121	0.0138	-0.0251
Si	-0.0016	0.0036	0.0045
Si	0.003	-0.0064	0.0056
Si	0.0226	0.0146	0.0112
Si	-0.0091	-0.0042	0.0144
Si	0.0011	-0.0011	0.0059
Si	-0.0161	0.0234	-0.0024
Si	-0.0076	0.0398	-0.0066
Si	0.0211	0.0245	-0.0107
Si	-0.0012	-0.0593	0.0149
Si	0.0275	-0.0125	-0.0135
Si	-0.0161	-0.0168	-0.0097
Si	-0.0044	0.0129	-0.0124
Si	0.0038	0.0239	0.0017
Si	-0.0113	0.0341	-0.0077
Si	-0.0002	-0.0174	-0.0003
Si	0.003	-0.0339	-0.0041
Si	-0.0044	-0.0364	0.01
Si	0.0045	0.0285	-0.0089
Si	0.0087	0.0253	0.0067
Si	-0.007	0.0222	-0.0014
Si	-0.015	-0.0205	0.0077
Si	0.0079	-0.0284	0.0098
Si	0.0014	-0.0277	0.0064
Si	-0.0029	0.0249	0.0021
Si	-0.0018	0.0185	-0.0017
Si	-0.0018	0.0291	0.0022
Si	0.007	-0.0203	0.007
Si	-0.0027	-0.0234	-0.0056
Si	0.0025	-0.0266	-0.0095
Si	0.002	0.0122	-0.0033
Si	-0.0052	0.0127	-0.0042
Si	0.002	0.016	0.0037
Si	0.002	-0.0177	0.0053
Si	-0.0029	-0.0118	0.0021
Si	0	-0.0131	0.0091
Si	0.0004	0.0108	0.0033
Si	0.0029	0.0121	0.0026
Si	-0.003	0.0187	0.0075
Si	-0.0054	-0.0129	0.007
Si	-0.0012	-0.0164	-0.0026
Si	0.0054	-0.0167	-0.0049
Si	0.0562	0.1088	0.0069
Si	0.0019	0.0297	-0.0706
Si	-0.0098	0.0872	0.1047
Si	0.0377	-0.0503	0.0278
Si	0.0457	0.0312	-0.1171
Si	-0.0058	0.0071	-0.1255
Si	0.014	0.0153	0.1976
Si	0.048	-0.0276	0.1079
Si	0.01	-0.0116	-0.1075
Si	0.0171	0.0979	-0.1845
Si	0.0002	0.0503	0.0203
Si	0.0275	0.0355	0.2071
Si	-0.0027	0.0196	-0.017
Si	-0.0007	0.0305	-0.0117
Si	0.0014	0.0287	-0.0124
Si	-0.0004	-0.0306	0.0069
Si	0.0018	-0.025	-0.0192
Si	-0.0054	-0.0238	-0.0012
Si	-0.0017	0.0287	-0.0137
Si	0.0009	0.0272	0.006
Si	0.0195	0.0079	0.0062
Si	-0.0043	-0.0251	0.0011
Si	0.0112	-0.0332	-0.0265
Si	-0.0139	-0.0126	-0.0043
Si	-0.025	0.0154	0.0479
Si	0.0075	0.0333	0.0256
Si	0.0278	0.0323	0.0031
Si	0.0017	-0.0204	0.0239
Si	-0.0196	-0.0105	0.0318
Si	0.0015	-0.0534	0.0124
Si	0.0088	0.0252	-0.0016
Si	0.0355	0.0249	0.0312
Si	0.006	0.0385	0.0009
Si	-0.0402	-0.0208	0.014
Si	-0.0108	-0.0312	0.0101
Si	-0.0063	-0.0047	0.0173
Si	0.0077	-0.0014	-0.0108
Si	-0.0218	0.0245	0.0173
Si	-0.0501	-0.005	0.0156
Si	0.0379	0	-0.0205
Si	0.0119	-0.0125	-0.008
Si	0.0419	-0.0453	-0.0215
Si	0.0121	0.0082	-0.0084
Si	-0.0366	-0.0111	-0.0098
Si	-0.0512	0.0407	-0.0176
Si	0.0157	-0.0422	-0.0461
Si	-0.0272	-0.0191	0.0175
Si	0.0735	-0.015	-0.0024
Si	0.0006	-0.0029	-0.0035
Si	0.0132	-0.0043	-0.0139
Si	0.0115	-0.006	0.0059
Si	0.021	0.0156	0.0024
Si	-0.0057	-0.0013	-0.0094
Si	-0.0351	-0.0201	-0.0164
Si	0.02	0.0137	-0.006
Si	0.0324	0.0168	-0.025
Si	-0.0589	0.0385	0.0328
Si	0.0158	0.0041	0.0093
Si	0.0011	-0.0001	-0.0212
Si	-0.0031	-0.0016	-0.0063
O	0.0031	-0.0008	0.0011
O	-0.0003	0.0007	-0.0044
O	0.0016	0.0015	-0.0001
O	0.0019	0.0044	0.0005
O	0.0157	-0.0022	-0.0063
O	0.0073	-0.0074	0.0157
O	0	0.0003	0.002
O	0.0023	-0.0041	0.0024
O	-0.0021	0.0011	0.0035
O	0.0033	0.0013	0.0018
O	-0.002	0.0004	0.0069
O	0.0058	-0.0065	0.0096
O	0.0008	-0.0005	0.0044
O	0.0053	0.0053	-0.004
O	-0.005	-0.0033	-0.0061
O	-0.007	0.001	0.0052
O	0.0019	0.0061	-0.006
O	0.003	0.0001	-0.0011
O	-0.0023	0.0064	-0.0098
O	0.0007	0.0004	-0.0025
O	0.0025	0.0038	-0.0002
O	0.004	-0.0004	-0.0013
O	-0.0004	0.0078	0.0057
O	-0.0002	-0.0017	-0.0043
Si	0.0002	-0.0004	0.003
Si	-0.0025	0.0057	-0.0062
Si	0.0013	-0.0027	0.012
Si	0.0019	0.0013	0.0032
Si	0.001	-0.0005	0.0026
Si	0.0008	0.0041	0.0036
Si	0.001	0.0005	0.0017
Si	0.0015	-0.0008	0.0022
Si	0.0013	-0.0009	0.0035
Si	0	0.0003	-0.0002
Si	0.0023	-0.0033	0.0008
Si	0.0004	-0.0008	0.003
Si	-0.0017	-0.0022	0.0047
Si	0.0003	-0.0013	0.0033
Si	0.0011	0.0012	0.0004
Si	0.0004	0.0007	0.0013
Si	-0.012	-0.0111	-0.0035
Si	-0.0019	-0.0002	0.004
Si	0.0007	-0.0012	0.0035
Si	0.0005	0.0006	0.0035
Si	0.0003	-0.0004	0.0032
Si	0.0039	-0.0003	0.0147
Si	0.001	-0.0016	0.0024
Si	0.0045	-0.0019	0.008
Si	-0.0047	0.0041	0.0109
Si	-0.0024	0.0031	-0.0013
Si	-0.0018	-0.0005	0.0047
Si	-0.0001	0.0004	0.0032
Si	0.0001	-0.0017	0.0017
Si	-0.0005	0.0009	0.0021
Si	-0.0044	-0.0058	0.0065
Si	0.0008	0.0012	0.0041
Si	-0.001	0.0021	0.0039
Si	0.0003	0.0009	0.0036
Si	0.0041	-0.0011	-0.0083
Si	-0.0006	0.0007	0.0026
Si	-0.0003	0.0004	0.0042
Si	0.0021	0.0006	0.003
Si	0.0009	-0.0011	0.0039
Si	0.0008	-0.0026	0.0021
O	0.0004	-0.002	-0.0048
O	0.0036	-0.0033	0.001
O	0.001	-0.0006	-0.0013
O	-0.0006	-0.0024	-0.0004
O	0.0004	-0.0001	-0.0038
O	0.0009	-0.001	0.0003
O	0.0017	0.0001	-0.0041
O	0.0007	-0.0004	0
O	0.0031	0.0024	-0.005
O	-0.0017	0.0003	-0.001
O	0.0002	-0.0001	-0.0032
O	0.0019	-0.0018	-0.0016
O	-0.0018	-0.0006	-0.0015
O	0.0018	-0.0003	-0.0001
O	0.0016	0.0018	-0.0028
O	0.0006	-0.001	0.0011
O	-0.0031	-0.0007	-0.0017
O	0.0011	0.0028	-0.0005
O	-0.0005	0.0006	-0.0009
O	-0.0018	-0.0014	-0.0009
O	0.0005	0.0009	-0.0005
O	-0.0009	-0.0019	-0.0017
O	0.0017	-0.0003	-0.0015
O	0.0008	0.002	-0.0035
O	0.0001	-0.0006	0.0002
O	-0.0029	0.0003	0.0011
O	0.0013	-0.0005	0.001
O	0.0024	0.0012	-0.0013
O	0.0016	0.001	0.0016
O	0.0016	0.0011	0.0007
O	-0.0015	-0.0005	-0.0017
O	0.0013	-0.0014	0.0021
O	-0.001	0.0009	0.0017
O	0.0015	-0.001	-0.0003
O	-0.0005	0.001	-0.0028
O	0.0049	-0.0087	-0.0086
O	0.0023	0.0008	-0.0024
O	-0.0016	0	0.0003
O	0.0008	-0.001	-0.0022
O	-0.0026	0.0001	-0.0059
O	0.0019	-0.0003	-0.0016
O	0.0003	-0.002	-0.0015
O	0.0016	-0.0005	-0.0014
O	0.0002	0.0015	-0.0015
O	0.0005	0.0014	-0.0003
O	0.0016	0.0007	0.0008
O	0.0003	0.0005	0.0013
O	0.0011	-0.0012	-0.0012
O	-0.0011	-0.0009	-0.0031
O	-0.0001	-0.001	-0.0024
O	0.0011	0.0006	-0.0027
O	-0.0013	0.0006	-0.0009
O	0.0009	-0.0001	-0.002
O	-0.0017	-0.0003	-0.0015
O	-0.0004	0.0005	-0.0016
O	-0.0005	0.0011	-0.0016
O	0.0023	0.0002	-0.0019
O	0.0004	-0.0013	-0.0017
O	0.0006	0.0018	-0.0016
O	0	0.0036	-0.0017
O	-0.0005	0.0006	0.0002
O	0.0007	0.0011	-0.0008
O	0.001	0.0007	-0.0002
O	0.0009	0.0004	-0.0034
O	0.0002	0.0013	0.0002
O	-0.0004	-0.0015	-0.0016
O	-0.0007	0.0008	0.001
O	0.003	-0.0014	-0.0044
O	-0.0005	-0.0014	0.0141
O	0.0091	-0.0054	-0.0048
O	-0.0308	0.0189	-0.0253
O	0.0012	0.0007	0.0034
O	0.006	-0.0016	-0.0013
O	-0.0014	-0.0013	-0.0026
O	0.013	-0.0068	-0.0006
O	0.0039	-0.008	0.0175
O	0.0014	0.0093	0.0075
O	0.0095	0.0061	0.0124
O	0.0017	0.0003	-0.009
O	-0.0044	0.0004	-0.0112

The program warned: the cutoff lies below the one the program advises for these potential files; the exchange-correlation potential is rough where the density is thin.
